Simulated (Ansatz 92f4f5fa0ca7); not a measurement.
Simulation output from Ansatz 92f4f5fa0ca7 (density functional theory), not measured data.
Periodic cell of 150 atoms, Si88O58N4, from a study of silicon, its oxide and their interface. The atomic structure is a simulated model.

Settings: functional r2SCAN; potential files Ansatz norm-conserving; basis plane waves; wave-function cutoff 1300 eV; density cutoff ratio 4; exchange-correlation grid ratio 1; k mesh 2 x 2 x 1, shifted by 0.5 0.5 0.5 of a step; self-consistency stop 5e-08 eV per atom in the density residual; occupations Fermi-Dirac, 0.05 eV; spin none; net charge 0.

Cell vectors (angstrom)
a	10.88	0	0
b	0	10.88	0
c	0	0	21.3512

Atoms and the computed forces on them: element, x, y, z (angstrom), force x, y, z (eV/angstrom)
Si	0.3497	-0.0611	0.2506	1.3946	-2.5114	-1.0282
Si	2.3558	2.5133	-0.2191	-1.3638	3.208	-2.0631
Si	0.2288	5.1348	0.0664	-0.2409	-0.9882	1.424
Si	2.2591	8.3356	0.0093	-0.2954	0.4563	-1.4389
Si	5.3787	-0.271	0.1761	2.8368	-0.473	-1.1617
Si	7.9145	2.8682	-0.3754	-2.1995	0.6937	-1.5597
Si	5.6634	4.9095	-0.4784	-1.7306	1.1872	0.0789
Si	8.0501	8.5315	0.0594	1.1265	1.0947	-1.0255
Si	1.8084	1.1731	1.5524	-2.1295	0.1909	-0.7239
Si	4.1355	3.7567	0.973	-0.3377	1.2133	-0.1131
Si	1.3043	6.8295	1.3757	-1.001	-0.8933	0.7166
Si	3.9972	9.3225	1.3039	-0.309	-1.4809	1.0134
Si	6.6792	1.4232	1.2071	-0.0881	0.7193	0.049
Si	9.3099	3.7207	1.29	1.3937	1.6373	-0.7955
Si	7.1326	6.3792	0.9932	-2.2547	2.6666	-1.7618
Si	9.6761	9.6449	1.5246	-1.1315	-0.9718	0.2828
Si	-0.0499	2.4057	2.5411	0.7694	0.9266	0.2957
Si	2.8989	-0.2659	2.8763	0.457	0.2737	1.0691
Si	0.0071	8.0149	2.912	-1.1901	-0.0775	-0.4709
Si	2.7457	5.2698	2.3703	0.6616	0.3386	1.0697
Si	5.4623	2.9874	2.749	-0.2617	-2.1855	-0.7112
Si	8.0337	0.1501	2.7215	0.7029	-0.7374	-1.6217
Si	5.6119	7.8675	2.5483	0.0698	0.5043	-1.42
Si	8.1707	5.3193	2.5828	1.6384	-0.9227	1.1177
Si	1.3668	3.9023	3.894	0.6694	-0.1235	0.2981
Si	4.4378	1.2284	4.1514	-2.382	1.1054	-1.1991
Si	1.2026	9.4858	4.1926	0.817	1.1751	0.609
Si	4.1382	6.8655	3.9761	-0.6964	-1.9799	0.5016
Si	6.8183	4.3031	4.0954	0.3089	-1.1927	-1.0918
Si	9.3137	1.4846	4.003	2.6616	-1.7069	0.0309
Si	6.9927	9.3323	3.8197	-1.0246	-0.0567	-0.2622
Si	9.5184	6.4159	4.1925	0.8026	1.1724	-1.946
Si	-0.0533	0.2484	5.6075	-0.78	-1.9518	-0.6717
Si	2.7702	2.4543	5.5902	0.2119	1.7526	-0.6907
Si	0.2011	5.3702	5.4129	0.4418	-1.3366	1.0147
Si	2.722	8.2365	5.4694	-0.3572	-0.2925	0.027
Si	5.6249	-0.267	5.241	1.2842	0.5227	1.217
Si	8.1736	2.8191	5.2291	-1.1763	1.5414	1.2124
Si	5.5002	5.4	5.4575	-1.7095	2.2555	-0.6698
Si	8.2638	7.9884	5.1416	-0.4917	1.187	0.8855
Si	1.2989	1.4064	7.2004	1.0842	0.1216	-1.4071
Si	4.2242	4.2522	6.8746	-0.5437	-3.4688	-0.2634
Si	1.3688	6.8795	6.9849	1.1608	0.1141	-0.6375
Si	4.0842	9.7218	6.7185	-0.7994	-0.585	0.3175
Si	6.7549	1.5212	6.4894	0.7687	-2.2857	-0.0149
Si	9.4454	4.0727	6.68	1.3542	0.3378	-0.4389
Si	6.6646	7.0541	6.468	-0.2153	0.8714	1.051
Si	9.2291	9.4629	6.7133	1.7145	0.7439	-0.8435
Si	-0.1934	2.7541	8.2265	-0.0362	1.971	1.8181
Si	2.9179	0.1095	8.4042	-1.3087	-0.9195	0.5499
Si	-0.0919	8.4521	8.0942	-0.8672	-0.9034	0.6613
Si	3.088	5.5356	8.3004	-3.349	1.134	1.6787
Si	5.5669	2.5569	8.0615	-1.2338	0.8431	1.1839
Si	8.1125	0.1398	7.9619	0.1932	1.1416	0.2053
Si	5.3795	8.4807	8.1255	-0.5151	-2.115	-0.3126
Si	8.2407	5.8291	7.5223	0.3686	-0.7108	1.9533
Si	0.9699	4.7227	9.4718	2.4014	-3.3147	-0.8741
Si	4.4553	0.8172	10.0617	1.2839	3.0901	0.5998
Si	0.9238	9.9477	9.5361	1.4459	-1.0639	1.238
Si	4.8331	6.5493	9.6435	2.8289	0.6544	-0.6713
Si	7.0361	4.2433	8.8784	0.482	0.0327	-0.746
Si	9.5648	1.2542	9.7654	-1.9488	0.0161	-0.2893
Si	6.6262	9.9482	9.277	2.3044	-0.6644	1.2269
Si	9.4337	6.8506	9.4448	0.9835	-0.5839	-2.3646
Si	-2.7437	-1.2017	13.3142	0.2445	-1.309	2.9234
Si	-0.1816	-2.6894	13.7736	0.1881	1.0695	-0.8045
Si	3.4601	1.6799	15.7812	-0.2226	-0.8925	0.9394
Si	7.3651	-3.2096	11.3144	-1.9638	-0.3258	-0.8992
Si	0.6537	3.6339	12.1732	-3.2412	-1.362	2.9605
Si	8.5918	4.7918	11.3148	-0.121	1.1719	1.7804
Si	3.8271	6.8041	19.2259	2.3628	-0.0345	-0.1114
Si	2.2543	-1.9351	12.326	-0.1507	-1.9811	-0.7729
Si	-3.7612	1.1922	11.6758	-0.099	0.3214	-0.1284
Si	4.6603	6.6097	12.555	3.0789	0.8707	-0.4614
Si	-2.4397	5.2786	16.3803	-1.718	0.2414	-0.2871
Si	6.17	4.0664	12.9406	-0.6831	-1.0923	-4.4687
Si	-9.4626	2.5849	18.0696	-2.2436	2.201	-0.479
Si	-9.0303	7.0815	16.787	-0.3922	0.7339	-0.4477
Si	-5.1977	3.8967	16.0248	4.3897	4.5245	-0.6721
Si	-2.2449	8.261	15.8029	-2.8981	-1.0395	-0.9452
Si	0.1064	5.4918	18.3655	-0.1327	0.0789	0.3428
Si	10.918	5.5669	14.4021	1.1341	-1.5069	1.0353
Si	2.7775	1.3583	12.6825	-3.3644	-1.2657	-3.4519
Si	-1.0711	12.1499	19.1803	-2.0503	1.1663	-3.5241
Si	5.0949	9.4114	18.992	0.2055	0.2204	0.2879
Si	-7.1014	9.3433	16.4275	1.3263	-1.1189	-0.3387
Si	8.2001	9.5596	18.5153	0.4474	-1.7333	-0.196
Si	5.7882	6.8699	15.4424	1.8657	1.2201	3.8276
O	1.2909	-1.3101	-0.6874	-0.0563	0.1196	1.9918
O	-0.3687	0.9129	20.5113	1.3152	-1.174	1.6673
O	2.1137	2.1761	19.4144	1.9062	-0.4176	3.7486
O	1.2468	3.8803	-0.2107	1.2945	-1.6059	0.2203
O	-0.08	1.9053	18.0213	0.0582	-0.5065	1.012
O	-2.0966	8.8571	19.8758	-1.3056	-0.9098	1.0909
O	-4.306	9.4545	18.3006	0.2119	1.1805	0.4724
O	2.7706	7.107	20.3199	-2.6099	1.9113	1.97
O	4.8136	-0.1195	19.9643	0.8617	-1.2137	0.1303
O	1.1296	6.0795	15.6026	0.7932	0.892	0.1174
O	6.589	3.8977	-1.2789	3.3011	-2.4154	1.6126
O	8.739	2.4346	19.6326	-0.1032	-0.2234	0.4394
O	-9.503	8.6011	13.688	-0.3035	0.8573	-2.0542
O	4.6771	5.5166	19.6519	0.8017	-1.5736	0.7984
O	8.9157	10.9889	18.43	0.3911	1.2234	0.6444
O	9.8705	3.9489	11.7486	3.0668	-0.3529	1.4493
O	1.4787	4.0495	10.9531	1.1671	2.2608	-3.4855
O	3.7526	1.7982	11.3748	-0.1367	-1.9145	0.2833
O	3.0367	1.7667	14.1702	1.9374	0.6815	2.7347
N	6.1973	0.3299	10.4121	-2.6522	0.2045	1.2972
O	-0.1995	11.0076	10.1476	1.0125	-0.6096	0.2484
O	1.4881	8.8561	10.783	0.4938	0.9358	1.5756
N	5.668	7.1885	11.1703	-1.6553	-1.6907	0.0536
O	7.5837	8.7713	10.0871	0.0619	0.3007	0.6688
O	2.7306	-0.4001	12.4804	0.5599	2.3093	0.4429
O	8.5688	1.6033	11.1451	2.9091	-1.5696	-2.699
O	3.386	7.5719	12.4257	-2.4381	1.7744	-0.3662
N	8.5651	6.4734	10.8623	-0.2988	1.307	1.0176
O	10.599	5.651	9.5846	-0.5381	1.3063	0.5732
O	-3.3833	0.2355	13.0358	-0.6423	1.0612	-1.9525
O	-3.4432	4.8674	12.4537	1.0584	1.1804	0.6675
O	3.8489	0.052	15.9303	0.0671	0.8222	-0.1464
O	-1.1397	-1.568	13.0462	-0.446	0.2431	-0.2379
O	6.1837	3.8072	14.4527	-0.4838	-1.57	1.962
O	8.8212	-2.191	17.2786	0.0064	1.1333	2.4535
O	8.0349	-6.9508	10.1444	-1.2447	-0.6683	-2.8918
O	7.3258	-2.4914	12.7995	0.5481	-0.5846	-2.6992
O	-0.1784	-4.2111	13.2106	-0.5863	-0.1377	0.3174
O	1.1481	2.1175	12.5616	2.323	-1.7028	-0.9281
O	2.3656	8.676	15.9616	-0.5495	-3.3334	2.322
O	5.209	5.4913	16.0823	-1.0873	-1.1719	0.1309
O	-1.3271	-5.7145	17.5864	0.2192	0.9003	0.8816
O	-7.119	9.4398	18.0398	0.996	0.5328	0.0642
O	-10.1481	6.9794	18.0131	-0.1419	-0.152	-2.0182
O	-3.0534	9.3954	14.9301	1.4691	0.365	-0.3236
O	-9.9859	4.3564	13.6039	-1.3641	1.6342	1.0342
O	4.6731	13.6355	16.3374	-1.7025	-2.3414	-0.609
O	-0.0196	5.8345	20.0042	-1.0466	-0.9626	-2.2397
O	5.8077	5.2329	9.1878	-1.6769	1.98	1.597
O	5.0199	7.8961	19.6115	-0.2911	1.3397	-0.8711
O	-9.7127	4.255	17.9743	-0.8079	-0.1277	0.7584
O	-5.7723	-2.643	16.1403	-1.707	1.1474	-0.2237
O	-4.3768	2.7042	11.8486	-2.0736	-0.3471	2.9859
O	-7.7672	6.6414	17.8057	0.1026	0.2755	-2.2207
N	-3.3229	6.8056	15.8096	0.817	-0.4138	0.6421
O	-12.3033	5.1562	15.0824	1.5661	-0.5223	-0.9042
O	-6.0942	-5.946	12.5233	-0.021	0.2017	0.1918
O	-0.7164	8.0589	15.2806	-0.288	0.0412	0.1603
O	2.2371	13.0466	16.7701	1.3179	-1.0229	-1.7343
O	6.7978	9.5742	21.2623	-1.8172	0.9039	0.4446
O	5.4321	7.0024	13.9498	-1.1475	-0.457	-3.0396
O	7.2189	4.1348	16.7973	-0.031	0.108	-1.4587

Results
free energy: -38424.661 eV
free energy less fixed offsets of N -289.75, O -463.61, Si -117.95 eV per atom: 3.319 eV
pressure: -3.93 GPa
stress xx, yy, zz, yz, xz, xy (GPa, positive in tension): 4.36, 5.07, 2.36, 0.96, 1.02, -1.51

The program warned: the forces do not sum to zero within the program's tolerance.
